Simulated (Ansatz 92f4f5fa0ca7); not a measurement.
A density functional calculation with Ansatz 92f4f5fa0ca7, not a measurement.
Periodic cell of 212 atoms, Si132O80, from a study of silicon, its oxide and their interface. The atomic structure is a simulated model.
Doubt: the cutoff is far below the 930 eV that the study's wrapper takes by default for these files, so forces and energies are approximate.
This geometry differs little from another in the collection (a relaxation step or a small displacement).

Settings: functional PBE; potential files Ansatz PAW; basis plane waves; wave-function cutoff 580 eV; density cutoff ratio 5; exchange-correlation grid ratio 1; k mesh 1 x 1 x 1, Gamma-centred; self-consistency stop 5e-08 eV per atom in the density residual; occupations fixed; spin none; net charge 0.

Cell vectors (angstrom)
a  10.938  0  0
b  0  10.938  0
c  0  0  31.5731

Atoms and the computed forces on them: element, x, y, z (angstrom), force x, y, z (eV/angstrom)
Si  -0.5543  0.595  24.0713  -0.0063  -0.0033  -0.0013
Si  6.1522  -0.5237  23.9692  0.0009  -0.0011  0.0024
Si  2.339  3.2007  24.386  0.0013  0.0016  -0.0023
Si  8.6414  2.4066  24.2736  0.0192  0.012  0.0077
Si  0.5217  4.852  24.1604  0.0018  -0.0039  -0.0013
Si  5.1543  5.7176  24.2515  0.0029  0.0044  0.0016
Si  3.319  7.514  24.1169  -0.0022  -0.0045  0.0038
Si  7.7682  8.6236  24.2051  -0.0008  0.0032  -0.0077
Si  1.3107  1.3479  25.3807  0.0041  0.001  0.0015
Si  6.883  1.2891  25.3733  -0.0064  -0.0079  0.0003
Si  4.0774  4.1425  25.6228  -0.0015  -0.0026  -0.0042
Si  9.694  4.0627  25.5287  -0.0069  -0.0048  -0.0059
Si  1.4365  6.743  25.3561  0.0002  0.0042  0.0016
Si  6.8327  6.8537  25.4622  -0.0013  -0.0028  -0.0045
Si  4.2091  9.4968  25.1662  0.0025  0.0027  0.0008
Si  9.5721  9.643  25.3402  0.0045  0.0004  0.0003
Si  2.7749  -0.0631  26.6505  -0.0012  -0.0013  0
Si  8.2225  -0.0194  26.8181  0.0013  0.0003  0.0049
Si  0.0566  2.6816  26.8773  0.0009  0.0021  0.0038
Si  5.5036  2.6795  26.768  0.0019  0.0018  0.0013
Si  2.7021  5.4959  26.8997  -0.0025  0.0011  0.0057
Si  8.2346  5.4636  26.7706  0.0016  -0.0011  0.0021
Si  0.0261  8.2023  26.6835  0.0013  -0.0007  0.0009
Si  5.4564  8.2256  26.7905  -0.0003  0.0004  0.0018
Si  4.1018  1.3673  28.1548  -0.0851  -0.3714  -0.5459
Si  9.5708  1.3673  28.1548  -0.0738  -0.1383  0.4805
Si  1.3673  4.1018  28.1548  0.0394  -0.153  0.8408
Si  6.8362  4.1018  28.1548  0.1728  -0.1908  -0.2931
Si  4.1018  6.8362  28.1548  -0.0324  0.4712  0.4469
Si  9.5708  6.8362  28.1548  0.223  0.2306  -0.4267
Si  1.3673  9.5708  28.1548  0.2267  -0.1622  -0.7279
Si  6.8362  9.5708  28.1548  -0.0552  -0.0109  0.1957
Si  0  0  29.5221  -0.0802  0.073  -0.0197
Si  5.469  0  29.5221  -0.0118  -0.0463  0.0333
Si  2.7345  2.7345  29.5221  -0.0843  0.0917  0.0149
Si  8.2035  2.7345  29.5221  0.0448  0.0058  0.036
Si  0  5.469  29.5221  0.0023  -0.0718  0.0326
Si  5.469  5.469  29.5221  -0.0246  0.0478  -0.0403
Si  2.7345  8.2035  29.5221  0.0936  0.0166  0.0462
Si  8.2035  8.2035  29.5221  -0.0444  0.0389  -0.0075
Si  1.3673  1.3673  30.8893  0.0462  -0.0505  0.0098
Si  6.8362  1.3673  30.8893  -0.0141  0.0586  -0.0341
Si  4.1018  4.1018  30.8893  0.0373  -0.0869  0.0058
Si  9.5708  4.1018  30.8893  -0.0278  0.0268  -0.0233
Si  1.3673  6.8362  30.8893  0.0147  0.0373  -0.0311
Si  6.8362  6.8362  30.8893  0.0446  -0.0487  0.0098
Si  4.1018  9.5708  30.8893  -0.0739  -0.023  -0.0126
Si  9.5708  9.5708  30.8893  0.0781  -0.0296  0.0014
Si  2.7345  0  0.6835  0.046  0.0145  0.0354
Si  8.2035  0  0.6835  -0.0377  0.0347  0.0219
Si  0  2.7345  0.6835  -0.0524  0.0818  -0.0282
Si  5.469  2.7345  0.6835  0.0634  -0.063  0.0324
Si  2.7345  5.469  0.6835  -0.0529  0.0298  0.0299
Si  8.2035  5.469  0.6835  0.0321  -0.0521  0.0362
Si  0  8.2035  0.6835  -0.0459  -0.0299  0.0262
Si  5.469  8.2035  0.6835  -0.0701  0.1118  -0.0248
Si  4.1018  1.3673  2.0507  -0.0497  0.1062  -0.0331
Si  9.5708  1.3673  2.0507  0.1713  0.0275  -0.0187
Si  1.3673  4.1018  2.0507  -0.0488  -0.2026  -0.012
Si  6.8362  4.1018  2.0507  -0.0048  0.053  -0.0234
Si  4.1018  6.8362  2.0507  0.0745  -0.0215  0.0076
Si  9.5708  6.8362  2.0507  0.0281  0.078  -0.0041
Si  1.3673  9.5708  2.0507  0.0106  0.0141  -0.0017
Si  6.8362  9.5708  2.0507  -0.0806  -0.2134  -0.0326
Si  0  0  3.418  -0.1877  0.2671  -0.2911
Si  5.469  0  3.418  0.0368  -0.1339  0.4137
Si  2.7345  2.7345  3.418  0.1369  -0.0561  -0.9018
Si  8.2035  2.7345  3.418  -0.057  0.1955  0.6303
Si  0  5.469  3.418  -0.2016  0.011  0.1924
Si  5.469  5.469  3.418  0.2393  0.0889  -0.1614
Si  2.7345  8.2035  3.418  -0.0651  0.0734  0.3718
Si  8.2035  8.2035  3.418  -0.3614  -0.1441  -0.3296
Si  1.4083  1.3782  4.7215  0.0053  0.0096  -0.0165
Si  6.8189  1.3713  4.8431  -0.0074  0.0073  -0.0068
Si  4.069  4.1077  4.7023  0.0032  0.0017  -0.0039
Si  9.5207  4.1952  4.8711  0.0018  -0.0006  -0.0034
Si  1.3245  6.8494  4.8023  -0.0003  0.0018  -0.001
Si  6.8483  6.82  4.8205  0.0049  0.0032  -0.0056
Si  4.1178  9.5401  4.8526  0.0064  0.0023  -0.0048
Si  9.4663  9.6478  4.7094  -0.0045  -0.0042  -0.002
Si  2.6744  -0.0331  6.1654  -0.0054  -0.0135  0.0008
Si  8.1963  0.0378  6.2519  0.0338  0.0057  0.0174
Si  0.1263  2.8656  6.0562  0.0078  0.0033  0.0074
Si  5.3274  2.7105  6.114  -0.0101  -0.0074  0.0074
Si  2.8138  5.5313  6.1038  0.0093  -0.0004  0.0095
Si  8.1237  5.5062  6.4003  -0.0058  0.0004  0.0034
Si  -0.2159  8.189  6.0073  -0.0051  -0.0021  -0.0032
Si  5.4879  8.1532  6.2433  -0.0054  -0.0031  0.0138
Si  3.4454  1.8414  7.3551  0.0262  0.0178  -0.0041
Si  10.2794  0.9372  7.0596  -0.035  -0.0172  -0.0035
Si  1.9954  3.7352  7.3194  0.0008  -0.019  0.0127
Si  6.2547  4.392  7.444  -0.0116  -0.0052  0.0078
Si  4.6279  6.244  7.4318  -0.0132  0.0215  0.0538
Si  8.9176  7.5565  7.4639  0.0033  0.0199  -0.0038
Si  0.7712  9.9469  7.1522  0.0059  0.0063  0.0085
Si  7.0882  9.2715  7.5595  -0.0121  -0.0058  -0.0042
O  0.7245  9.5486  8.7726  -0.0029  0.0036  -0.0078
O  2.4235  4.0961  9.1491  -0.042  -0.1528  -0.0745
O  10.5904  1.4481  8.6394  0.0055  0.0034  0.0072
O  6.3816  9.6745  9.0388  0.0043  0.0019  0.0003
O  3.3214  1.6367  9.0343  -0.0047  0.005  0.0024
O  4.1118  6.3277  9.0077  -0.1147  -0.084  0.0178
O  6.3214  3.6434  8.9521  0.0036  -0.0004  -0.0041
O  9.5502  7.7431  8.9977  -0.0035  -0.0151  -0.0029
O  3.1226  2.8319  22.9578  -0.0038  0.0065  -0.0087
O  6.2304  10.7391  22.3083  -0.0004  0.0015  0.0001
O  8.0988  3.251  22.9506  -0.0066  0.0031  -0.0072
O  0.0215  4.9425  22.5519  0.0043  -0.0019  -0.0026
O  8.1283  8.1961  22.6328  -0.0049  -0.0132  -0.0004
O  2.6773  7.6871  22.5756  0.0002  0.001  -0.0001
O  5.877  4.8147  23.0254  0.0065  -0.0012  -0.0032
O  10.7827  11.1874  22.4811  0.0017  0.0007  0.0013
Si  7.0636  0.1714  20.934  -0.0012  -0.0006  0.0027
Si  6.981  2.396  14.7045  -0.0004  0.0003  0.0007
Si  6.7993  2.3997  9.9085  -0.0062  0.0019  -0.0081
Si  3.1853  3.6687  21.57  -0.0031  -0.0084  -0.001
Si  -3.1613  7.2111  21.3825  0.0059  -0.006  0.0121
Si  -0.6096  9.0541  9.5946  0.0126  0.0088  0.001
Si  10.0745  11.3888  21.0177  0.0004  0.0005  0.0014
Si  3.9899  3.0097  14.6922  0.0003  0.0011  -0.0009
Si  4.837  -6.2842  18.1326  -0.0006  0.0007  0.001
Si  7.2962  4.3158  12.3476  -0.0085  -0.0011  -0.0008
Si  -1.9942  7.8548  16.6996  0.0004  0.0003  0.0025
Si  5.782  10.4494  10.3633  -0.0052  0.0022  0.0007
Si  3.4469  -1.7301  12.0798  -0.0044  -0.0066  -0.0087
Si  7.2974  10.5057  13.1785  -0.0015  0.0009  -0.0019
Si  16.0997  -3.8311  19.721  0.0001  -0.0008  -0.0008
Si  14.0394  0.2053  14.309  0.0012  -0.0017  -0.0029
Si  7.186  4.3344  22.1618  0.0047  0.0101  -0.0091
Si  0.572  4.8165  21.0113  0.0048  -0.0028  0.0059
Si  2.8705  2.75  10.1359  0.0251  -0.0068  -0.0052
Si  11.3171  1.0311  14.8733  0.0007  -0.0007  0.003
Si  9.4947  1.0019  9.7516  -0.003  -0.0021  -0.0091
Si  15.213  15.4899  12.0444  0.0071  -0.0005  -0.0051
Si  5.0773  8.9564  14.5317  -0.0015  -0.0013  -0.0023
Si  11.5685  7.9832  12.1562  0.0167  0.0053  -0.0057
Si  10.1612  5.2732  12.7668  -0.0001  0.0045  0.0071
Si  9.8658  9.4478  14.2281  0.0006  -0.0019  0.002
Si  5.6926  2.7085  19.9633  -0.0027  0.0038  0
Si  8.8497  9.1187  19.5175  0.0009  0.001  0.0001
Si  2.74  6.692  21.2849  0.0005  -0.0015  0.0005
Si  9.3687  2.7375  16.5846  0.0002  -0.0005  0.0016
Si  11.1922  2.3166  11.9564  0.004  -0.0076  0.001
Si  -0.1407  2.795  19.1045  0.0014  0.0007  0.0018
Si  2.6944  5.8448  9.7486  0.562  0.0528  0.1323
Si  -0.4479  -5.5253  15.9897  0.0005  0.0005  0.0014
Si  5.9189  -3.8886  16.869  0.0004  -0.0003  0.0013
Si  2.0583  3.9022  17.102  0.002  0.0002  0.0015
O  19.0643  1.7232  9.2582  0.0027  -0.0011  0.0018
O  16.7816  5.0612  12.1008  0.004  -0.0013  0.0035
O  9.3794  4.3579  16.5399  0.0007  0.0001  -0.0001
O  4.1453  -0.7624  15.1116  0.0009  0.0003  0.0023
O  12.6432  3.6346  20.9087  0.0095  0.008  0.0062
O  1.2738  6.2743  20.6642  -0.0012  -0.003  0.0026
O  10.7782  3.8385  12.3058  0.0016  0.0025  -0.0021
O  -0.4723  4.2396  19.8804  0.0018  -0.001  0.0005
O  -1.4105  -8.601  18.1586  0.0007  0.0003  -0.0001
O  4.3141  9.7846  10.7871  0.0041  0.0012  0.0024
O  3.4615  5.2864  21.7992  -0.0018  -0.0021  -0.0012
O  10.9044  1.5887  20.2009  0  -0.0015  0.0019
O  -4.1641  3.6007  20.7762  0.0014  0.0059  0.0149
O  -2.8771  5.666  21.7989  -0.0162  0.0002  0.0018
O  13.6862  10.4587  12.8717  0.0002  0.0007  0.0027
O  3.2324  5.568  11.3115  -0.0179  0.0083  -0.0089
O  8.5059  11.807  21.311  0.0013  0.0002  -0.0007
O  10.2767  5.4843  14.3785  0  -0.0014  -0.001
O  1.3924  6.5755  9.3955  -0.3802  0.1926  -0.1333
O  4.1123  3.1871  11.1046  -0.0055  -0.0082  -0.0057
O  11.4683  12.4473  13.3284  0.0008  0.0039  -0.0057
O  8.8583  -0.8824  13.0971  0.001  -0.0002  0.0003
O  11.15  8.6436  13.6141  -0.0007  0.0004  0.0011
O  7.0346  1.0899  13.7229  0.0013  0  0.0008
O  5.5013  2.7866  15.2833  0.0004  -0.0003  0.0012
O  7.2825  3.0497  11.3195  0.0027  0.0011  0.0046
O  4.2209  2.8839  20.6303  -0.0039  0.0057  0.0102
O  14.792  4.2309  13.602  0.0007  -0.0012  0.0024
O  5.7474  12.0765  10.0563  -0.0002  -0.0035  0.0031
O  -4.7281  7.4338  20.927  0.0039  -0.0015  0.0025
O  10.6827  8.8425  11.1315  -0.0052  -0.0002  -0.0006
O  5.1748  -3.1685  15.624  0.0001  0.0003  0.0011
O  5.2071  5.498  19.4788  -0.0003  -0.0005  0.0004
O  12.7887  0.4868  15.3142  0.0003  0.0001  0.0024
O  -2.3443  5.3211  12.2151  0.0048  0.0005  -0.001
O  3.6423  7.4819  20.1773  0.0009  -0.0002  0.001
O  11.0923  6.4315  12.1221  -0.007  -0.0099  0.0021
O  8.788  -3.3277  20.1612  -0.0012  0  0.004
O  9.0052  8.5272  15.2344  0.0014  0.002  -0.0022
O  -0.742  6.8148  16.7654  0.0011  -0.0012  0.0006
O  6.1331  1.1514  20.026  0.0015  0.0003  0.0011
O  7.4354  -1.0851  19.9443  0.0008  0  -0.0016
O  2.9059  3.1635  15.9025  0.0002  -0.0009  0.0001
O  5.44  -5.4603  16.8587  0.0001  -0.0013  0.0017
O  7.9901  2.1455  15.964  0.0014  -0.0001  0.0009
O  10.3313  -0.2191  15.1167  0  -0.0009  0.0008
O  6.7433  10.3011  11.6688  0.001  -0.0005  -0.0002
O  12.0179  4.9956  16.3911  -0.0012  0.0004  -0.0007
O  1.1773  2.9484  18.1152  -0.0006  -0.0005  0.0004
O  10.696  2.2515  15.7425  0.0007  0.0003  0
O  6.5658  9.5125  14.2362  0.0013  -0.001  0.0021
O  3.2089  -6.3319  18.0239  0.0024  0.0004  0
O  7.5313  7.0562  16.7605  0  -0.0004  0.0007
O  5.5403  3.1971  18.3977  0.0011  -0.0005  0.0042
O  5.498  7.7999  18.2782  0.0004  0.0001  0.0014
O  -1.9015  -1.9817  17.9069  0.0008  -0.0004  0.0008
O  1.5921  2.3039  11.0158  -0.0203  -0.0044  0.014
O  10.0814  9.9986  20.1436  -0.0001  0.0006  0.0012
O  2.2116  -2.7491  11.7797  -0.0036  -0.0021  0.0016
O  4.4448  8.4181  13.121  0.0027  0.0011  0.0045
O  9.2647  -0.6111  9.6217  -0.0008  -0.0041  0.0022
O  7.466  14.6336  13.8468  0.0017  -0.0001  0.0003
O  3.7069  1.6422  13.8688  -0.0004  0.0009  0.0007
O  9.9846  1.5231  11.2047  0.0027  0.0024  0.0036

Results
free energy: -129406.905 eV
free energy less fixed offsets of O -568.88, Si -635.61 eV per atom: 4.015 eV

The program warned: the cutoff lies below the one the program advises for these potential files; the forces do not sum to zero within the program's tolerance; the exchange-correlation potential is rough where the density is thin.
